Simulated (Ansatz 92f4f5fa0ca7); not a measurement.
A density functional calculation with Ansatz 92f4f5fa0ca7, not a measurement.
Periodic cell of 259 atoms, Si165O94, from a study of silicon, its oxide and their interface. The atomic structure is a simulated model.
Doubt: the cutoff is far below the 930 eV that the study's wrapper takes by default for these files, so forces and energies are approximate.
This geometry differs little from another in the collection (a relaxation step or a small displacement).

Settings
functional: PBE
potential files: Ansatz PAW
basis: plane waves
wave-function cutoff: 580 eV
density cutoff ratio: 5
exchange-correlation grid ratio: 1
k mesh: 1 x 1 x 1, Gamma-centred
self-consistency stop: 5e-08 eV per atom in the density residual
occupations: fixed
spin: none
net charge: 0

Cell vectors (angstrom)
a, 10.938, 0, 0
b, 0, 10.938, 0
c, 0, 0, 38.197

Atoms and the computed forces on them: element, x, y, z (angstrom), force x, y, z (eV/angstrom)
Si, 0, 0, 0.683, 0.0315, 0.01, -0.0027
Si, 5.469, 0, 0.683, 0.0123, 0.0026, 0.0007
Si, 2.7345, 2.7345, 0.683, -0.0108, 0.0337, 0.0085
Si, 8.2035, 2.7345, 0.683, -0.0074, 0.0124, -0.0231
Si, 0, 5.469, 0.683, 0.0304, 0.0269, -0.006
Si, 5.469, 5.469, 0.683, -0.0323, 0.0032, -0.0093
Si, 2.7345, 8.2035, 0.683, 0.0135, 0.0166, -0.013
Si, 8.2035, 8.2035, 0.683, -0.0267, 0.0307, 0.0011
Si, 1.3673, 1.3673, 2.0503, -0.022, 0.0077, 0.0526
Si, 6.8362, 1.3673, 2.0503, 0.0453, 0.029, -0.0894
Si, 4.1018, 4.1018, 2.0503, -0.0414, 0.0093, 0.0812
Si, 9.5708, 4.1018, 2.0503, -0.0212, -0.1421, -0.0813
Si, 1.3673, 6.8362, 2.0503, -0.0668, 0.0024, -0.1091
Si, 6.8362, 6.8362, 2.0503, -0.0041, 0.0437, -0.0301
Si, 4.1018, 9.5708, 2.0503, -0.1377, -0.003, -0.112
Si, 9.5708, 9.5708, 2.0503, -0.0391, 0.0282, 0.0618
Si, 2.7345, 0, 36.1455, 0.005, 0.1077, 0.0176
Si, 8.2035, 0, 36.1455, 0.1149, -0.1612, 0.0265
Si, 0, 2.7345, 36.1455, 0.1256, 0.0362, 0.0942
Si, 5.469, 2.7345, 36.1455, 0.0576, -0.0675, -0.1211
Si, 2.7345, 5.469, 36.1455, -0.0375, 0.016, -0.0565
Si, 8.2035, 5.469, 36.1455, 0.0113, 0.0207, -0.0307
Si, 0, 8.2035, 36.1455, -0.092, 0.0957, -0.0198
Si, 5.469, 8.2035, 36.1455, 0.0973, -0.052, 0.0474
Si, 4.1018, 1.3673, 37.5128, -0.0239, 0.0095, 0.0152
Si, 9.5708, 1.3673, 37.5128, 0.0237, -0.0488, -0.0083
Si, 1.3673, 4.1018, 37.5128, 0.0184, -0.0448, 0.0139
Si, 6.8362, 4.1018, 37.5128, 0.0446, -0.0427, -0.0069
Si, 4.1018, 6.8362, 37.5128, -0.0364, 0.0258, -0.0098
Si, 9.5708, 6.8362, 37.5128, -0.0105, -0.005, 0.0098
Si, 1.3673, 9.5708, 37.5128, -0.037, 0.0024, -0.0094
Si, 6.8362, 9.5708, 37.5128, 0.0207, -0.0391, 0.0099
Si, 1.6959, 1.607, 29.549, -0.0417, 0.0025, 0.026
Si, 5.2541, 0.2442, 27.869, -0.0252, 0.0343, 0.0342
Si, 3.2628, 2.7113, 28.0962, 0.0104, -0.009, 0.0279
Si, 9.2233, 2.4547, 27.4374, -0.0098, 0.0251, 0.0195
Si, -0.0297, 5.8348, 28.0704, 0.0436, -0.017, 0.026
Si, 6.679, 6.8609, 27.0777, -0.0026, 0.0319, -0.041
Si, 2.3466, 8.8281, 28.0468, 0.0148, -0.0354, 0.0361
Si, 9.174, 8.4587, 27.4928, 0.0096, 0.0152, -0.0143
Si, 0.2973, 0.2147, 28.3463, -0.0391, -0.0002, 0.0452
Si, 6.854, 1.2635, 29.2273, 0.0177, 0.0078, 0.0052
Si, 4.4449, 4.3573, 29.4232, 0.0013, -0.0045, 0.0002
Si, 9.7529, 4.0963, 29.1324, 0.0027, -0.0143, 0.0048
Si, 1.4806, 7.0229, 29.3614, -0.0399, 0.0099, 0.0109
Si, 6.221, 6.1183, 29.2726, -0.0069, -0.0127, -0.0204
Si, 4.1254, 9.6586, 29.2924, 0.0139, 0.0051, -0.0029
Si, 9.746, 9.6888, 29.4277, -0.0007, 0.0012, -0.0098
Si, 2.8498, 0.0125, 30.8183, -0.012, 0.0172, -0.0077
Si, 8.1892, -0.034, 30.6718, -0.0066, -0.0038, -0.0111
Si, 0.0654, 2.8274, 30.7117, 0.0171, -0.0202, -0.0289
Si, 5.5608, 2.6989, 30.7009, 0.0157, -0.0022, -0.0007
Si, 2.792, 5.5242, 30.6796, 0.0195, -0.0053, 0.0124
Si, 8.1487, 5.3138, 30.4849, -0.0181, -0.0201, 0.0207
Si, 0.031, 8.2097, 30.7787, 0.0028, -0.0119, -0.0209
Si, 5.4322, 8.0699, 30.5241, -0.016, -0.0072, 0.0211
Si, 4.1943, 1.3791, 32.1246, -0.0026, 0.0137, -0.008
Si, 9.595, 1.3725, 32.0105, 0.0023, -0.003, 0.0142
Si, 1.4047, 4.1765, 32.0663, 0.0059, -0.0023, 0.0045
Si, 6.9112, 4.0492, 32.0619, 0.0131, -0.0037, -0.0015
Si, 4.106, 6.869, 32.0752, 0.0004, 0.0212, 0.0007
Si, 9.5007, 6.765, 31.9373, -0.0041, 0.0167, 0.0159
Si, 1.4004, 9.5818, 32.1192, -0.0063, 0.0071, -0.0009
Si, 6.8101, 9.4715, 31.9506, 0.0071, -0.0031, 0.0153
Si, 0.01, 0.0234, 33.4172, -0.0072, 0.0028, 0.0002
Si, 5.526, -0.0559, 33.408, 0.0119, 0.0016, 0.0159
Si, 2.7668, 2.7635, 33.418, -0.0014, 0.002, 0.0084
Si, 8.2548, 2.7102, 33.4339, 0.0011, -0.002, 0.0041
Si, -0.0262, 5.4954, 33.3879, 0.0043, 0.0064, 0.0162
Si, 5.5116, 5.4659, 33.3816, -0.003, -0.0032, 0.0084
Si, 2.751, 8.2113, 33.4632, 0.0112, -0.008, 0.0027
Si, 8.1998, 8.1646, 33.356, 0.0058, -0.0006, 0.0072
Si, 1.3818, 1.3895, 34.7766, 0.0001, -0.0009, 0.0077
Si, 6.8598, 1.3498, 34.778, -0.0118, 0.0076, 0.0027
Si, 4.1276, 4.1271, 34.7759, 0.0038, -0.0016, 0.0037
Si, 9.5914, 4.1071, 34.7846, -0.005, 0.0077, -0.0015
Si, 1.3521, 6.8422, 34.7814, 0.002, -0.0108, 0.0036
Si, 6.8434, 6.8373, 34.7705, 0.0023, -0.0019, -0.0023
Si, 4.1191, 9.5826, 34.797, 0.0042, -0.0068, 0.0055
Si, 9.565, 9.5623, 34.7496, -0.0078, -0.0011, 0.0033
Si, 2.7277, -0.0075, 3.4192, -0.0037, 0.0032, -0.0047
Si, 8.2066, 0.0193, 3.423, 0.0032, 0.0016, 0.0046
Si, -0.0169, 2.7223, 3.4259, -0.0009, -0.002, -0.0072
Si, 5.4718, 2.727, 3.413, -0.0046, -0.0006, -0.0011
Si, 2.7118, 5.469, 3.4161, 0.0025, -0.0048, 0.0035
Si, 8.1944, 5.4523, 3.4019, -0.0015, 0.0015, -0.0132
Si, -0.0075, 8.191, 3.4143, -0.0021, 0.0018, -0.0008
Si, 5.4561, 8.2085, 3.4038, 0.0024, -0.0003, -0.007
Si, 4.1081, 1.3552, 4.7769, 0.0053, -0.012, -0.008
Si, 9.5595, 1.3751, 4.8358, 0.0055, 0.0157, -0.0078
Si, 1.3327, 4.0992, 4.784, -0.0131, -0.0086, -0.0161
Si, 6.8328, 4.0986, 4.7753, 0.0009, 0.0059, -0.0021
Si, 4.0661, 6.8624, 4.7616, 0.0206, 0.0042, 0.0016
Si, 9.56, 6.8028, 4.7625, 0.0075, -0.0031, 0.002
Si, 1.3308, 9.5788, 4.78, 0.0008, -0.0005, 0.0022
Si, 6.8068, 9.5992, 4.7525, -0.0082, -0.0058, -0.0122
Si, -0.0506, -0.0566, 6.1943, -0.0031, -0.0224, -0.0079
Si, 5.4839, 0.0232, 6.1828, 0.0159, 0.0208, -0.0085
Si, 2.6955, 2.6973, 6.0958, 0.001, 0.0171, -0.0134
Si, 8.2036, 2.79, 6.2, 0.0061, -0.0285, 0.0053
Si, -0.0318, 5.4537, 6.1844, 0.0195, 0.0152, -0.0143
Si, 5.4077, 5.4495, 6.0807, -0.0361, -0.0094, -0.0259
Si, 2.721, 8.2518, 6.1431, -0.0287, -0.0055, -0.012
Si, 8.131, 8.1632, 6.0392, 0.0127, 0.02, -0.0119
Si, 1.3708, 1.339, 7.4927, -0.0337, 0.0268, 0.0153
Si, 6.8415, 1.4295, 7.5697, 0.0028, -0.012, 0.0031
Si, 4.0421, 4.081, 7.4345, 0.0434, -0.0541, 0.0021
Si, 11.0302, 2.7451, 8.8662, 0.03, 0.0002, -0.0115
Si, 1.3725, 6.8467, 7.4752, -0.0032, -0.0051, 0.0109
Si, 6.7267, 6.8684, 7.3927, 0.0366, -0.0267, 0.0191
Si, 4.0668, 9.6323, 7.5382, 0.0257, -0.0195, -0.01
Si, 9.4326, 9.4604, 7.4675, 0.0011, 0.0115, 0.0312
Si, 2.8907, 0.2046, 8.9186, -0.0267, -0.0049, 0.0649
Si, 8.0751, -0.1185, 8.8639, -0.0455, -0.0199, -0.0345
Si, -0.5944, 1.3318, 10.5925, -0.0289, 0.0034, 0.054
Si, 5.4222, 2.8065, 8.8682, 0.0233, 0.1268, 0.1485
Si, 2.7339, 5.4662, 8.8113, -0.0144, 0.037, -0.0074
Si, 6.4664, 4.4467, 10.1358, -0.0818, -0.0668, -0.0003
Si, -0.0542, 8.1331, 8.8189, -0.0784, -0.0706, -0.2634
Si, 5.3587, 8.1643, 8.8121, -0.0201, 0.0022, -0.0051
Si, 3.9254, 1.7652, 10.3129, 0.2707, 0.2165, -0.2801
Si, 9.5325, 4.152, 7.6424, -0.0339, -0.0018, 0.0025
Si, 1.6219, 3.9178, 10.1548, -0.0208, -0.0364, -0.0198
Si, 7.9984, 5.5619, 8.8473, 0.0332, 0.0133, -0.0274
Si, 4.2163, 6.6387, 10.1627, -0.0757, 0.0578, 0.0249
Si, 8.7613, 6.988, 10.5305, -0.1232, -0.0039, 0.0343
Si, 1.6413, 10.2, 10.604, 0.0048, -0.0032, 0.0807
Si, 6.7642, 9.3957, 10.1874, 0.046, 0.0389, -0.0113
O, 10.2927, 1.1916, 27.3821, 0.0342, -0.0297, -0.009
O, 14.2066, 5.7192, 26.7202, 0.0022, -0.0023, 0.0074
O, 2.7729, 2.8693, 10.737, -0.0515, 0.0082, 0.0782
O, -13.8527, -13.4356, 10.637, 0.0307, -0.0448, -0.0171
O, 13.8063, -2.5916, 26.5711, 0.0046, 0.0101, -0.0064
O, 9.7539, 9.2173, 26.156, -0.01, -0.0005, 0.0082
O, 5.3547, 5.5367, 10.7614, 0.05, -0.0523, 0.0158
O, 0.6275, 0.4128, 11.2602, 0.0293, 0.0062, -0.0129
O, 7.3627, 3.8022, 11.3659, 0.0276, -0.0333, 0.0086
O, 4.5391, 1.1905, 11.7397, -0.0108, -0.0794, 0.1065
O, 8.7052, 6.5022, 12.0772, 0.0137, 0.0158, 0.0075
O, 9.1895, 11.3008, 9.9828, 0.0307, 0.0071, 0.0093
O, 0.7634, 4.4713, 11.453, -0.0155, 0.0247, 0.0358
O, 6.0031, 9.9276, 11.5691, -0.0178, 0.0127, 0.0245
O, 9.6248, 2.2536, 11.747, -0.0062, -0.006, -0.0273
O, 2.5116, 9.2943, 11.7022, 0.0104, 0.0448, -0.0205
O, 4.2191, 1.4988, 27.5449, 0.0098, -0.0196, -0.0199
O, 7.5575, 8.2388, 27.2961, 0.0065, -0.0194, 0.0314
O, 9.0358, 2.8636, 25.8571, -0.0196, -0.0107, -0.0154
O, -1.1225, 6.95, 27.5509, -0.0319, 0.0392, -0.0107
O, 7.4591, 5.8128, 26.0783, 0.0039, -0.0058, -0.007
O, 11.5815, 16.0892, 26.726, 0.0138, -0.0026, -0.011
O, 29.6443, 23.8743, 28.0437, 0.0032, 0.0113, -0.0129
O, 5.7499, 10.6469, 26.386, 0.0222, -0.0024, -0.0315
Si, 2.2985, 7.013, 19.3642, -0.0039, -0.0025, 0.0051
Si, 8.526, -2.5596, 18.6292, 0.0024, -0.0036, 0.0082
Si, 4.475, 3.9033, 15.6374, 0.0026, 0.0079, 0.0089
Si, 14.0003, 6.2432, 14.3582, 0.0107, 0.0308, -0.0164
Si, 5.8547, 0.4266, 12.3541, 0.0264, -0.0099, 0.0344
Si, 5.7665, 14.2808, 18.5067, 0.0034, 0.0116, 0.0099
Si, -5.8426, 11.1005, 22.1595, 0.0059, -0.005, 0.0034
Si, 7.9698, 2.3089, 16.9546, 0.0093, -0.0002, 0.0144
Si, 10.9343, -9.0741, 17.9388, -0.0034, 0.0086, 0.0151
Si, 8.0896, 13.5239, 12.1758, -0.0021, 0.0081, 0.0001
Si, 7.6671, 5.7323, 19.5691, 0.0064, -0.0079, 0.014
Si, 0.3853, -0.3881, 16.0908, -0.0027, -0.0191, 0.0162
Si, 9.8404, 0.7451, 22.7083, -0.004, 0.0067, 0.0011
Si, 2.8638, 7.6759, 11.8764, 0.0412, -0.0274, -0.0179
Si, 8.1229, 2.6061, 24.5107, 0.0183, 0.0171, -0.0031
Si, 9.2792, 9.5946, 24.646, -0.0024, -0.0039, 0.0111
Si, 18.6075, -0.9691, 21.0445, 0.0036, 0.0046, 0.0117
Si, 14.6955, 7.1215, 26.0088, 0.0242, 0.0033, 0.0104
Si, -1.8723, 6.3529, 13.6504, 0.0062, -0.0162, -0.0084
Si, 3.9312, -5.1091, 21.3875, -0.0021, 0.0029, 0.0078
Si, 7.3569, 4.0352, 14.7027, 0.0195, -0.0215, 0.0032
Si, -0.6125, 6.5239, 20.1297, 0.0013, -0.0105, 0.0057
Si, 7.7996, 5.5714, 24.4899, 0.0077, -0.0047, 0.0057
Si, 4.1618, -0.5138, 17.2614, 0.0073, -0.0044, 0.0099
Si, 4.0268, 2.8348, 21.0719, -0.0028, 0.0023, 0.0084
Si, 2.1951, 6.1982, 23.7583, 0.0108, -0.0103, -0.0025
Si, 2.1007, 4.6884, 26.1762, -0.0156, -0.0122, 0.0081
Si, 6.6167, 7.0803, 22.0955, 0.0027, -0.0033, 0.0095
Si, 8.8993, -1.9367, 15.4583, 0.003, -0.0037, 0.0092
Si, 1.2388, 1.4944, 20.6925, -0.0047, 0.0034, 0.0057
Si, 2.3059, 8.1853, 16.495, -0.0198, -0.0082, 0.005
Si, 11.8514, 5.5272, 12.6804, -0.0162, 0.0065, -0.0224
Si, 3.1098, 9.9208, 20.159, 0.0002, -0.0015, 0.0074
Si, 2.3091, 1.7612, 16.1696, -0.0081, 0.001, 0.0203
Si, 6.4187, 0.0248, 24.9275, -0.0012, -0.0214, -0.0039
Si, 6.6104, -0.0185, 15.3645, -0.0159, 0.0074, 0.0029
Si, -0.7228, -4.0056, 23.3439, -0.0148, 0.001, 0.0008
O, 5.7548, 11.2677, 13.994, 0.0042, 0.0025, 0.0089
O, 7.6848, 1.1278, 15.8519, 0.0067, 0.0036, 0.0017
O, 10.5136, 5.5803, 13.6148, -0.02, 0.0038, 0.0073
O, 2.403, 2.6117, 20.9886, 0.0006, -0.0018, -0.0002
O, 17.781, 2.1725, 18.1299, -0.0066, 0.0089, -0.0048
O, 7.8159, 5.5506, 14.335, 0.0009, 0.0006, -0.0038
O, 12.3478, 0.6553, 15.3042, -0.0034, 0.0016, -0.0059
O, 5.3184, 7.3639, 26.3178, -0.0022, -0.0106, 0.0186
O, 4.0625, 16.399, 15.3597, 0.0054, -0.0206, 0.0009
O, 4.7279, 2.7326, 19.599, 0.0015, 0.0028, -0.0045
O, 3.6138, 9.1529, 16.3912, -0.0001, 0.0046, 0.002
O, 9.4877, -2.5885, 23.6282, 0.0081, -0.0146, -0.0008
O, 13.3571, 7.2057, 17.7707, -0.0033, 0.0135, -0.0022
O, 9.2423, -3.2218, 14.5237, -0.0047, 0.0179, 0.0055
O, 11.7381, -3.9292, 23.9077, -0.0079, -0.0008, 0.0059
O, 6.9115, 1.5773, 24.8695, 0.0011, -0.0006, 0.0152
O, 3.4394, 7.0307, 24.418, -0.0083, -0.0014, -0.0084
O, -1.9534, 2.0517, 23.2248, 0.0068, -0.0104, -0.0028
O, 7.4451, -1.3672, 15.0005, 0.0021, 0.0012, -0.0027
O, 10.1826, -0.1116, 24.0673, 0.0019, 0.0027, 0.0003
O, 0.9156, -4.7208, 19.6964, 0.0003, 0.0056, -0.0006
O, 9.8906, 7.9442, 19.4298, -0.0044, 0.006, -0.0084
O, 3.9774, 10.0856, 21.5316, -0.0027, 0.0011, -0.0044
O, 7.205, 8.5687, 21.7773, 0.0007, 0.0048, 0.0001
O, 5.3419, -0.244, 23.7231, -0.0035, 0.0054, 0.0028
O, 13.4652, -4.928, 22.196, 0.0059, 0.0023, 0.0001
O, 3.2828, 0.8506, 17.114, -0.0003, 0.0008, -0.007
O, 2.1578, 5.0825, 13.6434, 0.0102, -0.0012, 0.0011
O, 4.4292, 4.3041, 21.6593, -0.0002, 0.0016, 0.0017
O, 5.0101, -3.9763, 21.8389, -0.0038, -0.0032, 0.0022
O, 11.1933, 2.0633, 19.5241, 0.0016, -0.0076, -0.0019
O, 0.2936, 1.2261, 22.0016, 0.0049, 0, -0.0015
O, 2.382, 8.4592, 20.1347, 0.0037, -0.0041, -0.0068
O, 5.7523, 3.6789, 14.6239, -0.0026, 0.0027, -0.0012
O, 17.5795, 4.6098, 19.0409, -0.0113, -0.0168, -0.0096
O, -1.5486, 5.7851, 24.1627, 0.0021, 0.0152, -0.0044
O, -2.0972, -2.2481, 17.0665, -0.0007, -0.0004, 0.0079
O, 10.2253, -4.3117, 21.7503, 0.0047, 0.0054, 0.0029
O, 1.9387, 0.1168, 20.1616, 0.001, 0.0027, -0.0006
O, 7.3338, 5.9832, 21.1413, -0.0029, 0.0043, -0.005
O, 4.1132, -0.8734, 18.86, -0.0006, 0.0019, -0.0021
O, 17.3846, 0.0822, 21.2472, 0.0034, -0.0037, -0.0004
O, 7.8202, 3.7679, 16.2348, -0.0023, 0.0009, -0.0121
O, 3.5504, 6.0615, 19.8176, 0.0018, -0.0006, -0.0066
O, 7.6945, 9.9827, 24.6628, -0.0025, 0.0126, 0.0112
O, 7.4653, 7.1175, 18.7027, 0, 0.0108, -0.0045
O, 9.2813, 5.3721, 19.5627, 0.0019, -0.0018, -0.0017
O, 7.4405, 4.0307, 24.101, -0.0032, -0.0001, 0.0066
O, 9.452, 2.3987, 17.5893, -0.011, -0.0032, -0.0115
O, 1.2156, 2.5871, 17.088, 0.0034, -0.0015, -0.0069
O, 11.9481, -1.8031, 16.5721, 0.0093, 0.0045, -0.0035
O, 8.9896, -0.2357, 21.6915, -0.0085, -0.0069, -0.0018
O, 7.2035, 1.244, 11.9685, -0.0067, -0.0035, -0.0147
O, 3.7416, 7.2353, 13.221, 0.0001, -0.0165, 0.0322
O, 5.6426, 10.6909, 16.6553, -0.0038, -0.0019, -0.0083
O, 10.9096, 0.2885, 17.5189, 0.0065, -0.0061, -0.0221
O, 2.0762, 4.7521, 24.5432, 0.0024, 0.0093, -0.0103
O, 14.1974, 2.8195, 15.3488, 0.0005, 0.0007, -0.002
O, 10.0311, -0.776, 15.1768, 0.0144, -0.0002, 0.0022
O, 4.8999, 3.7857, 17.1999, 0.0086, -0.0041, 0.0046
O, 1.3627, 6.9866, 12.0548, -0.017, -0.0218, 0.0048
O, 7.9293, -1.2646, 19.4467, 0.001, -0.0017, -0.006
O, 2.1066, -3.6991, 15.207, -0.004, 0.013, 0.0189
O, 8.1631, 3.0172, 13.7299, -0.0156, 0.0119, 0.0154
O, 4.6089, 12.652, 22.0924, -0.0014, 0.0034, 0.0012
O, 6.9105, 6.6419, 23.6362, -0.0017, 0.0044, 0.0019
O, -0.6402, -14.7464, 9.9859, -0.0791, -0.1277, 0.0905
O, 24.343, 3.2139, 26.7373, -0.0028, 0.0269, -0.0081
O, -9.6721, -22.8045, 27.6207, -0.0127, 0.027, -0.0607
O, -10.222, -1.7208, 9.7275, -0.0041, 0.0523, 0.0498

Results
free energy: -158354.257 eV
free energy less fixed offsets of O -568.88, Si -635.61 eV per atom: -3.887 eV

The program warned: the cutoff lies below the one the program advises for these potential files; the forces do not sum to zero within the program's tolerance; the exchange-correlation potential is rough where the density is thin.
